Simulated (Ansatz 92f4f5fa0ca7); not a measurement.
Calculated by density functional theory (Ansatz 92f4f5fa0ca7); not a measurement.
Periodic cell of 273 atoms, Si162O105P6, from a study of silicon, its oxide and their interface. The atomic structure is a simulated model.
Doubt: the cutoff is far below the 930 eV that the study's wrapper takes by default for these files, so forces and energies are approximate.

Settings
functional: PBE
potential files: Ansatz PAW
basis: plane waves
wave-function cutoff: 580 eV
density cutoff ratio: 5
exchange-correlation grid ratio: 1
k mesh: 1 x 1 x 1, Gamma-centred
self-consistency stop: 5e-08 eV per atom in the density residual
occupations: fixed
spin: none
net charge: 0

Cell vectors (angstrom)
a, 11.6015, 0, 0
b, 0, 13.3963, 0
c, 0, 0, 30.8137

Atoms and the computed forces on them: element, x, y, z (angstrom), force x, y, z (eV/angstrom)
P, 11.5913, -0.1375, 24.0718, -0.0532, 0.1165, -0.1036
Si, 3.68, -0.1641, 24.1059, 0.0668, -0.1262, -0.0464
Si, 7.8114, -0.0907, 23.9562, 0.0233, -0.0588, -0.0158
Si, 1.9948, 3.0949, 24.2899, -0.1391, 0.0491, 0.0609
Si, 5.9601, 3.3693, 24.1592, -0.0348, 0.0421, 0.0567
Si, 9.9034, 3.2612, 24.0415, 0.0311, 0.0374, 0.0789
P, 11.621, 6.564, 23.9981, 0.0845, 0.0943, 0.0026
Si, 3.9967, 6.5808, 24.0048, 0.0395, -0.0586, -0.0411
P, 7.8143, 6.5922, 24.0523, 0.0552, -0.0072, -0.0966
Si, 1.8656, 9.8484, 24.0838, -0.0369, -0.0614, 0.0717
Si, 5.8227, 10.0459, 24.0677, 0.0494, -0.101, 0.0167
Si, 9.703, 9.761, 24.1342, 0.0535, 0.0434, 0.0128
Si, 11.6306, 2.0006, 25.0514, 0.1715, -0.2189, 0.1864
Si, 4.0215, 2.1084, 24.8881, -0.0133, 0.0858, 0.0489
Si, 7.8935, 2.1585, 24.759, -0.0628, -0.0112, -0.0071
Si, 1.9592, 5.4727, 24.7632, -0.3142, -0.0066, 0.3537
Si, 5.9361, 5.5738, 24.9899, 0.1543, 0.0938, 0.2935
Si, 9.7589, 5.5119, 24.9056, -0.1406, 0.2678, 0.1979
Si, 11.6324, 8.6615, 24.9642, -0.0917, -0.1128, 0.1841
Si, 3.8959, 8.8423, 24.7921, -0.0411, 0.0819, 0.0011
Si, 7.6983, 8.7643, 24.8765, 0.1007, -0.1617, 0.2656
Si, 1.7923, 12.1046, 24.9521, -0.1586, 0.2378, 0.3573
Si, 5.7975, 12.2708, 24.8195, -0.0132, 0.0119, 0.0482
Si, 9.7007, 12.1205, 24.8065, 0.313, 0.034, 0.3562
Si, 11.6076, 2.1333, 27.3815, 0.0052, 0.1344, -0.1883
Si, 3.9328, 2.1529, 27.2615, -0.0344, 0.0157, -0.015
Si, 7.7874, 2.1747, 27.1873, 0.0133, 0.0252, -0.063
Si, 1.9698, 5.5123, 27.1949, 0.0895, -0.0976, -0.2337
Si, 5.8379, 5.5591, 27.3367, -0.0895, -0.0964, -0.1901
Si, 9.6993, 5.5228, 27.2893, 0.0187, -0.1436, -0.3265
Si, 11.6121, 8.8199, 27.3264, 0.0107, 0.1352, -0.2391
Si, 3.8728, 8.8739, 27.2104, 0.0191, -0.0187, -0.0768
Si, 7.7227, 8.871, 27.2667, -0.0166, 0.1346, -0.2328
Si, 1.8945, 12.1865, 27.3157, 0.0857, -0.0869, -0.2085
Si, 5.7935, 12.2674, 27.2164, 0.0286, -0.0471, -0.0029
Si, 9.658, 12.1887, 27.2235, -0.0967, -0.0286, -0.2193
Si, 1.9764, 1.0434, 28.0589, -0.002, -0.0079, 0.0343
Si, 5.8584, 1.0804, 28.0501, -0.0055, -0.0238, 0.0052
Si, 9.6587, 1.0273, 28.06, 0.012, -0.0115, 0.0522
Si, 11.6413, 4.4116, 28.0409, -0.0033, -0.0098, 0.1461
Si, 3.8908, 4.4078, 28.0311, 0.0149, 0.0387, 0.0829
Si, 7.7631, 4.4021, 28.0421, -0.0089, 0.0284, 0.0938
Si, 1.9627, 7.7298, 28.0441, 0.0079, 0.0195, 0.0685
Si, 5.7968, 7.791, 28.0678, -0.011, -0.0032, 0.0396
Si, 9.6542, 7.7526, 28.0604, -0.0121, 0.0399, 0.0739
Si, 11.5709, 11.0757, 28.0631, 0.0025, -0.0109, 0.0885
Si, 3.8756, 11.1107, 28.0249, -0.0141, 0.035, 0.0638
Si, 7.711, 11.1191, 28.0223, -0.0056, -0.0045, 0.1441
Si, 1.9336, 1.1164, 30.4187, 0.1293, -0.1054, 0.0992
Si, 5.8008, 1.1164, 30.4187, 0.1627, -0.0899, -0.0459
Si, 9.6679, 1.1164, 30.4187, -0.1248, -0.2081, 0.0832
Si, 0, 4.4654, 30.4187, 0.1301, 0.0045, -0.0924
Si, 3.8672, 4.4654, 30.4187, -0.0174, -0.133, -0.1594
Si, 7.7343, 4.4654, 30.4187, 0.0743, -0.2223, -0.0458
Si, 1.9336, 7.8145, 30.4187, 0.1421, -0.1145, -0.0321
Si, 5.8008, 7.8145, 30.4187, -0.0627, 0.025, 0.1745
Si, 9.6679, 7.8145, 30.4187, -0.0472, -0.1084, 0.0973
Si, 0, 11.1635, 30.4187, -0.1131, -0.098, 0.1393
Si, 3.8672, 11.1635, 30.4187, 0.091, -0.1094, -0.1304
Si, 7.7343, 11.1635, 30.4187, -0.0621, -0.0483, -0.1816
Si, 0, 0, 0.3944, -0.1098, 0.1138, -0.2717
Si, 3.8672, 0, 0.3944, 0.1208, 0.1295, -0.1089
Si, 7.7343, 0, 0.3944, -0.0941, 0.165, 0.0872
Si, 1.9336, 3.3491, 0.3944, 0.0405, 0.143, -0.0962
Si, 5.8008, 3.3491, 0.3944, -0.0515, 0.1405, 0.0646
Si, 9.6679, 3.3491, 0.3944, -0.1654, 0.2431, 0.067
Si, 0, 6.6981, 0.3944, -0.1397, -0.1234, 0.0391
Si, 3.8672, 6.6981, 0.3944, 0.0241, 0.1144, 0.1636
Si, 7.7343, 6.6981, 0.3944, 0.0125, 0.1579, 0.4131
Si, 1.9336, 10.0472, 0.3944, 0.0407, -0.0906, -0.3107
Si, 5.8008, 10.0472, 0.3944, 0.0626, 0.0749, 0.3453
Si, 9.6679, 10.0472, 0.3944, -0.1058, 0.0943, 0.0973
Si, 11.5782, 0.0799, 2.7343, -0.0119, 0.0213, -0.0524
Si, 3.8919, 0.0557, 2.7543, 0.0065, 0.0173, -0.1145
Si, 7.7008, 0.0726, 2.7638, 0.0134, -0.0187, -0.0712
Si, 1.9336, 3.4103, 2.7466, 0.0078, -0.0428, -0.113
Si, 5.7674, 3.4159, 2.7738, 0.0368, 0.0146, -0.1113
Si, 9.6127, 3.4319, 2.7782, -0.0156, -0.0307, -0.1225
Si, 11.5575, 6.6996, 2.773, -0.0217, -0.0249, -0.1154
Si, 3.8581, 6.7528, 2.7833, 0.004, -0.0027, -0.1073
Si, 7.7145, 6.7677, 2.8357, -0.0015, -0.0256, -0.1158
Si, 1.9256, 10.0565, 2.7325, -0.0034, 0.0008, -0.0182
Si, 5.806, 10.1105, 2.8084, 0.0091, 0.0287, -0.0676
Si, 9.6373, 10.108, 2.7755, -0.001, 0.0101, -0.0248
Si, 11.5737, 2.3429, 3.4524, -0.0139, -0.0799, 0.1512
Si, 3.8495, 2.2897, 3.5534, -0.1476, -0.0822, 0.3561
Si, 7.6782, 2.3032, 3.5761, 0.126, 0.1005, 0.2158
Si, 1.9195, 5.6304, 3.5458, -0.0044, 0.1428, 0.3361
Si, 5.7705, 5.6404, 3.61, 0.0912, 0.0892, 0.1988
Si, 9.6239, 5.6361, 3.6839, -0.0677, 0.1102, 0.1682
Si, 11.5743, 8.9421, 3.4653, -0.019, -0.01, 0.0166
Si, 3.8633, 8.9939, 3.5781, 0.034, -0.0515, 0.0349
Si, 7.7317, 9.0165, 3.6797, -0.0317, -0.0386, 0.017
Si, 1.9275, 12.3204, 3.364, 0.008, -0.0138, 0.0296
Si, 5.8048, 12.3529, 3.6171, -0.0289, -0.1344, 0.1913
Si, 9.639, 12.3777, 3.5197, 0.0115, -0.0146, 0.0044
Si, 11.5502, 2.4998, 5.7882, 0.1004, 0.1989, -0.1982
Si, 3.8356, 2.341, 5.966, 0.2064, 0.1592, -0.1525
Si, 7.5722, 2.3475, 5.9856, -0.1374, -0.2006, -0.1886
Si, 1.9216, 5.6177, 5.9453, -0.0448, -0.2352, -0.2457
Si, 5.6715, 5.6637, 6.0229, -0.2192, -0.0611, -0.281
Si, 9.648, 5.6537, 6.1568, 0.2428, -0.1787, -0.28
Si, 11.5958, 8.9553, 5.7977, -0.0124, -0.0263, -0.0042
Si, 3.8506, 9.0546, 5.9652, 0.0159, 0.0552, -0.0138
Si, 7.7499, 9.0988, 6.1178, -0.012, -0.0071, -0.0437
Si, 1.9123, 12.3746, 5.662, -0.022, 0.0145, -0.0156
Si, 5.7848, 12.5007, 6.041, 0.0391, 0.1462, -0.1838
Si, 9.6654, 12.5013, 5.8749, -0.007, -0.0763, 0.0006
Si, 1.787, 1.1784, 6.4967, 0.0379, 0.0006, -0.0025
P, 5.7118, 1.2795, 6.8891, 0.0044, -0.0616, -0.0204
Si, 9.6423, 1.397, 6.6446, -0.0431, 0.0232, -0.0347
P, 11.642, 4.5515, 6.8465, -0.1591, -0.0031, -0.0216
P, 3.7791, 4.5196, 6.847, 0.1128, -0.0477, 0.0322
Si, 7.5679, 4.5395, 6.9398, 0.093, -0.0354, -0.0144
Si, 1.9119, 7.8997, 6.7264, -0.0169, 0.0118, -0.0296
Si, 5.7668, 7.9432, 6.8081, -0.0048, -0.0702, -0.0817
Si, 9.7324, 7.9639, 6.8793, -0.0093, 0.0062, -0.0287
Si, 11.5803, 11.231, 6.4011, 0.0453, 0.0788, -0.0537
Si, 3.7878, 11.3504, 6.6481, 0.0396, 0.0869, -0.0368
Si, 7.7935, 11.4489, 6.8794, -0.0439, 0.0565, -0.0051
O, 1.3673, 0.7143, 8.0258, -0.0626, -0.0414, -0.046
O, 3.5024, 11.5178, 8.2905, -0.0383, -0.0356, 0.0134
O, 7.3065, 4.4401, 8.6058, 0.028, 0.0255, -0.004
O, 9.998, 8.1838, 8.5393, -0.0043, 0.0239, 0.0016
O, 5.7197, 7.9271, 8.4836, 0.0167, 0.0176, -0.0052
O, 1.77, 7.957, 8.3814, 0.0165, 0.0389, 0.0376
O, 9.7992, 1.7483, 8.2575, 0.0076, 0.0031, -0.0255
O, -0.0454, 11.0763, 8.0319, -0.0046, -0.0076, 0.0032
O, 8.0051, 11.7479, 8.514, 0.0163, -0.0326, 0.0176
O, 5.8817, 10.3465, 22.4226, -0.0086, 0.0051, 0.0252
O, 3.1473, 12.9486, 22.5285, -0.0428, -0.0083, 0.0053
O, 5.9837, 3.7904, 22.5496, 0.0149, -0.018, 0.0098
O, 1.9225, 2.5704, 22.7312, 0.0102, -0.03, -0.0056
O, 10.3051, 3.3134, 22.4185, -0.0235, -0.0355, 0.0253
O, 7.9368, -0.1671, 22.2801, -0.0277, 0.0094, -0.001
O, 1.6456, 9.6817, 22.4395, 0.008, 0.0119, -0.0221
O, 4.2805, 6.4455, 22.3633, -0.0038, -0.0026, 0.0639
O, 9.7244, 9.4645, 22.5067, -0.0042, 0.0058, -0.041
Si, 3.073, 9.7158, 14.1828, -0.0028, -0.0004, 0.006
Si, 10.7007, 7.0725, 19.0971, 0.0115, -0.0112, -0.0121
Si, 5.4107, 12.9357, 16.6885, 0.0015, 0.0099, -0.0198
Si, 7.3628, 5.3346, 9.9779, -0.0567, -0.0234, 0.0964
Si, 8.9995, 8.0555, 9.8364, -0.0077, -0.0087, 0.0966
Si, 8.7876, 4.6801, 19.4, -0.0014, 0.0084, -0.0983
Si, 2.0614, 2.4802, 21.1391, 0.0077, -0.0805, -0.0878
Si, 11.3777, 9.8827, 19.0111, -0.0184, -0.0006, -0.0425
Si, 3.5497, 0.0848, 11.3297, -0.0183, 0.0488, 0.0429
Si, 5.2394, 2.3964, 15.5457, -0.0029, 0.0004, -0.0192
Si, 10.7749, 12.1351, 16.9679, -0.0009, 0.0065, -0.0139
Si, 8.0942, 3.0296, 16.9035, 0.0013, 0.0053, -0.0157
Si, 4.1894, 6.9927, 20.8266, -0.0032, 0.0286, -0.1398
Si, 6.06, 1.405, 12.6515, -0.024, 0.0092, 0.0059
Si, 6.6983, 8.7376, 19.755, 0.0248, 0.017, -0.0909
Si, 11.5867, 11.0298, 9.6321, 0.011, 0.009, 0.062
Si, 8.2313, 0.7569, 20.9639, -0.0035, 0.024, -0.0899
Si, 3.9783, 4.186, 19.6728, -0.0083, -0.0058, -0.0557
Si, 8.4469, 3.2134, 11.8102, -0.0146, -0.008, 0.024
Si, 0.1889, 6.3226, 14.2852, 0.0193, -0.0123, 0.0082
Si, 3.132, 8.8268, 17.0715, -0.0061, -0.0115, -0.0188
Si, 8.7035, 11.9647, 9.9722, 0.0052, 0.0463, 0.0783
Si, 4.0178, 10.8629, 9.6914, -0.0208, 0.0026, 0.0748
Si, 10.0419, 1.4278, 9.8273, 0.0479, 0.0424, 0.098
Si, 5.4614, 6.7427, 11.7775, -0.0254, -0.0503, 0.0415
Si, 1.4528, 0.563, 16.4721, -0.0114, -0.0004, -0.0147
Si, 5.8918, 10.6567, 14.7856, -0.0073, -0.005, 0.0125
Si, 1.7058, 12.5861, 13.7015, 0.0046, 0.0177, 0.0119
Si, 8.1896, 0.0808, 17.9937, 0.0143, 0.002, -0.0448
Si, 1.281, 6.314, 17.1997, -0.0089, -0.0084, -0.0287
Si, 6.1925, 8.8946, 9.7236, -0.0203, -0.0115, 0.0742
Si, 1.8207, 8.6209, 9.8652, 0.0137, -0.0437, 0.0974
Si, 7.465, 6.9132, 14.2455, -0.0047, -0.0103, 0.0081
Si, 6.2783, 8.4499, 16.7326, -0.0084, 0.0032, -0.0262
Si, 2.3096, 9.3899, 20.9788, -0.0144, -0.0064, -0.0943
Si, 1.2601, 0.4387, 9.6058, 0.0005, 0.0411, 0.1335
Si, 9.4352, 4.3631, 14.4917, 0.0172, 0.0049, 0.0047
Si, 7.6997, 12.1299, 12.808, -0.0032, 0.0242, 0.0426
Si, 9.7965, 8.4489, 12.9202, 0.0064, -0.0085, 0.0638
Si, 2.7971, 3.4636, 16.8725, -0.0177, 0.0059, -0.0291
Si, 10.4722, 11.469, 13.8539, 0.0098, 0.0079, 0.0237
Si, 9.6116, 8.9742, 20.9803, 0.0139, -0.0021, -0.0571
Si, 3.1196, 11.8503, 18.2283, 0.0001, -0.0037, -0.0572
Si, 5.2086, 10.8605, 21.0284, -0.0227, 0.0129, -0.085
Si, 3.4897, -0.2738, 20.9332, -0.0581, 0.0203, -0.0582
Si, 6.6265, 3.5529, 21.0828, 0.0142, -0.0189, -0.0879
Si, 10.5761, 2.6421, 20.9459, 0.0382, -0.0533, -0.1437
Si, 2.442, 7.207, 12.4138, -0.0074, -0.0346, 0.0363
O, 10.0288, 3.7004, 19.8245, -0.0082, 0.0169, 0.0215
O, 6.6328, 2.9779, 16.1719, -0.0021, -0.0008, -0.0002
O, 9.8041, 1.2006, 20.8748, 0.0269, 0.0033, 0.0343
O, 4.8323, 1.0215, 16.3372, -0.0015, -0.0068, 0.0054
O, 3.7005, 10.2415, 20.9255, 0.015, -0.0028, 0.0272
O, 11.5149, 0.2013, 16.8928, 0.0023, 0.0029, 0.0048
O, 5.8793, 5.6752, 10.5962, -0.0003, 0.0097, -0.0456
O, 1.8374, 2.118, 16.8254, 0.0025, 0.0003, 0.0023
O, 7.6966, 4.719, 20.6362, 0.0121, 0.0501, 0.0905
O, 9.1774, 13.5037, 10.1564, -0.0103, -0.025, -0.0269
O, 3.9444, 3.3929, 15.6966, 0.0019, -0.0001, 0.0061
O, 2.4922, 11.2157, 14.0648, 0.0014, -0.0014, -0.0071
O, 0.5381, 2.3276, 20.5727, -0.0152, 0.0099, 0.0107
O, 2.736, 3.8778, 20.6751, 0.0015, 0.0193, 0.0032
O, 2.5442, 9.1197, 15.5926, 0.0019, -0.003, 0.0028
O, 8.5635, 1.6026, 17.5402, -0.0025, -0.0033, 0.0023
O, 4.6779, 12.2701, 17.9769, 0.0001, -0.0046, 0.0125
O, 2.3031, 7.5304, 17.6189, 0.0055, 0.0069, 0.0029
O, 7.9728, 4.0977, 18.1193, 0.0135, 0.0044, 0.0149
O, 6.9825, 10.9244, 13.6253, 0.007, -0.0008, -0.0145
O, 8.3621, 8.1429, 13.6462, 0.0075, 0.0092, -0.0179
O, 1.7566, 7.3955, 10.9408, -0.0108, 0.0202, -0.0538
O, 3.1024, 1.2969, 20.6483, 0.0046, 0.0081, -0.0027
O, 10.6017, 11.4643, 15.4856, 0.0012, -0.0045, -0.0098
O, 8.1632, 4.6916, 11.2302, 0.0114, 0.0119, -0.0169
O, 1.1672, 9.717, 19.8635, 0.0053, 0.0102, 0.0326
O, 6.8858, 13.4921, 13.1248, 0.0133, -0.0201, -0.0072
O, 10.5835, 7.6579, 20.6513, 0.0462, -0.0574, 0.079
O, 2.5441, 13.374, 12.5817, 0.0084, -0.0107, -0.0107
O, 6.3224, 6.5414, 13.1472, -0.0046, 0.0083, -0.0163
O, 2.7124, 0.8751, 10.1846, -0.0117, 0.0123, -0.0612
O, 5.7392, 8.2296, 11.1449, 0.0053, 0.0487, -0.0377
O, 7.0011, 8.3325, 18.1937, -0.0085, 0.0106, 0.0323
O, 5.5442, 7.8194, 20.4537, -0.0045, -0.0072, 0.0215
O, 2.547, 8.7229, 13.0194, -0.0012, 0.0214, -0.0162
O, 10.2625, 9.9681, 13.2586, -0.0008, -0.006, -0.0133
O, 1.954, 4.8637, 16.8158, 0.0095, -0.0012, 0.0016
O, 4.7069, 9.735, 14.1416, 0.0005, 0.0001, -0.0062
O, 9.2671, 3.5256, 15.8796, -0.0043, -0.0001, -0.0031
O, 5.4615, 2.1608, 13.9556, 0.0044, 0.0004, -0.004
O, 7.6914, 11.7083, 11.2295, 0.0023, -0.0167, -0.0472
O, 5.2149, 12.031, 15.3442, -0.0008, 0.0008, -0.0058
O, 11.6272, 1.3224, 10.1803, -0.0134, -0.0148, -0.0246
O, 3.9082, 6.5319, 12.2017, 0.0097, 0.0144, -0.0212
O, 2.8, 7.8516, 20.7373, 0.0211, -0.0119, 0.0134
O, 4.6791, 8.3353, 17.016, -0.0024, 0.0021, -0.0013
O, 5.0322, 12.5028, 20.8784, -0.0121, -0.0029, 0.01
O, 2.999, 10.2312, 17.9325, 0.0046, 0.0102, 0.0148
O, 9.3618, 12.4108, 17.6867, -0.0116, 0.0083, 0.0105
O, 0.9428, 12.2859, 10.0632, -0.0204, -0.0365, -0.0254
O, 10.909, 7.466, 13.5569, -0.0172, 0.0186, -0.0256
O, 9.0796, 3.3189, 13.2968, 0.0005, -0.0031, -0.0202
O, 1.577, 6.2277, 13.4067, 0.0082, 0.003, -0.0259
O, 6.9728, 13.0006, 17.0507, 0.0016, -0.0013, 0.006
O, 6.788, 7.3001, 15.6882, 0.005, -0.0029, 0.0007
O, 0.4695, 6.7418, 15.8422, 0.002, 0.003, -0.0031
O, 7.051, 2.3822, 11.8205, 0.0107, 0.0121, -0.0216
O, 10.9043, 8.4818, 18.2435, -0.0007, 0.0084, -0.0108
O, 10.056, 11.0689, 10.1851, -0.008, -0.0043, -0.0288
O, 8.4005, 5.6155, 14.5048, -0.0091, 0.0073, -0.0058
O, 0.3197, 6.1242, 18.5315, -0.0008, 0.0038, 0.0224
O, 2.6694, 12.3163, 19.7447, -0.0023, 0.0203, 0.0082
O, 6.158, 10.2904, 19.827, -0.0113, -0.0015, 0.0166
O, 7.8059, 9.1698, 9.7129, 0.0098, -0.0094, -0.0217
O, 7.837, 13.3829, 19.5857, -0.0098, 0.0033, 0.0281
O, 6.6105, 9.8925, 16.0382, -0.0021, 0.0019, -0.006
O, 0.5811, 9.6266, 10.1746, -0.0043, 0.0207, -0.0248
O, 11.5825, 11.0557, 17.9043, 0.011, -0.0083, 0.0174
O, 4.1197, 5.8047, 19.7103, 0.0099, 0.0021, 0.0244
O, 7.3488, 2.1091, 21.0872, -0.0025, 0.0015, 0.0409
O, 4.8552, 0.9737, 11.6601, 0.0011, -0.0094, -0.0253
O, 2.3169, 12.7854, 17.1863, 0.008, -0.0044, 0.0138
O, 8.2395, 6.6419, 9.6099, 0.0091, 0.0116, -0.013
O, 10.9696, 4.9019, 14.2953, -0.0108, 0.0013, -0.0007
O, 9.2053, 12.3736, 13.3799, -0.0014, 0.002, -0.015
O, 1.6275, 0.2994, 14.8841, -0.0011, -0.0075, -0.0161
O, 10.1568, 10.2213, 20.0514, 0.0028, -0.0103, 0.0437
O, 3.9783, 11.9766, 10.8679, 0.0095, -0.0477, -0.0305
O, 8.0776, 8.5912, 20.5978, -0.0254, -0.0339, 0.0376
O, 9.527, 2.5981, 10.792, -0.0047, -0.0136, -0.0209
O, 0.2063, 12.1584, 13.2177, -0.0046, -0.0044, -0.0168
O, 9.7071, 8.1724, 11.3003, -0.0068, 0.0055, -0.0476
O, 5.5584, 10.3751, 9.5238, 0.0049, -0.0037, -0.0147
O, 5.3914, 3.4902, 20.0447, -0.0034, 0.0015, 0.0284
O, 9.3522, 6.1492, 18.9522, -0.01, -0.0021, 0.039
O, 3.6321, 3.5086, 18.2534, 0.0164, 0.0083, 0.0365
O, 3.1776, 9.5135, 10.0529, -0.003, 0.011, -0.0313

Results
free energy: -167238.473 eV
free energy less fixed offsets of O -568.88, P -755.39, Si -635.61 eV per atom: -4.913 eV

The program warned: the cutoff lies below the one the program advises for these potential files; the forces do not sum to zero within the program's tolerance; the exchange-correlation potential is rough where the density is thin.
